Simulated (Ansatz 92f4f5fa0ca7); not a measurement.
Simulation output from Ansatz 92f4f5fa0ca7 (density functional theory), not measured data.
Periodic cell of 228 atoms, Si140O88, from a study of silicon, its oxide and their interface. The atomic structure is a simulated model.

Settings
functional: r2SCAN
potential files: Ansatz norm-conserving
basis: plane waves
wave-function cutoff: 1300 eV
density cutoff ratio: 4
exchange-correlation grid ratio: 1
k mesh: 2 x 2 x 1, shifted by 0.5 0.5 0.5 of a step
self-consistency stop: 5e-08 eV per atom in the density residual
occupations: Fermi-Dirac, 0.05 eV
spin: none
net charge: 0

Cell vectors (angstrom)
a  10.888  0  0
b  0  10.888  0
c  0  0  32.9254

Atoms and the computed forces on them: element, x, y, z (angstrom), force x, y, z (eV/angstrom)
Si  -0.3679  0.134  0.1022  0.008  0.0151  0.1006
Si  2.4059  3.0478  -0.1795  -0.0244  0.0065  0.1529
Si  0.0485  5.148  -0.0244  0.0594  -0.005  0.08
Si  2.8969  8.0475  0.1004  0.0271  -0.0274  0.0748
Si  5.8203  -0.0481  0.2399  -0.0238  -0.0704  0.0751
Si  8.3974  2.3765  0.2367  0.0549  -0.0058  0.1119
Si  5.119  5.8272  -0.0224  -0.0256  0.0207  0.1496
Si  7.8127  8.4665  0.0188  -0.0132  0.0194  0.1287
Si  1.3356  1.3816  1.1929  0.007  -0.0191  -0.0025
Si  4.0207  4.1172  1.2105  0.0154  -0.0274  -0.0295
Si  1.262  6.794  1.2558  0.0167  -0.0014  -0.0033
Si  4.1123  9.62  1.3511  -0.0074  0.0043  -0.0005
Si  6.9322  1.3135  1.7089  -0.0034  -0.0048  0.0139
Si  9.5186  4.0308  1.4301  -0.0026  -0.001  0.014
Si  6.7188  6.8706  1.3405  0.0222  0.0061  -0.0183
Si  9.3981  9.5082  1.4476  0.0056  0.0025  -0.0075
Si  0.029  2.6687  2.7303  -0.002  0.0048  0.0135
Si  2.6904  0.0723  2.6396  0.0046  -0.0188  0.0079
Si  -0.0447  8.1404  2.6829  0.0084  0.0079  0.012
Si  2.6701  5.4486  2.6549  0.0028  -0.0074  0.0169
Si  5.3853  2.7787  2.6827  -0.0018  0.0191  -0.0062
Si  8.2176  -0.077  2.9936  0.0062  -0.0043  0.0117
Si  5.4178  8.2224  2.7575  0.0037  -0.0108  0.02
Si  8.1158  5.4714  2.6633  -0.0006  -0.0025  -0.002
Si  1.3621  4.0734  4.0701  0.0093  -0.0002  -0.011
Si  4.0444  1.3961  4.0543  0.0104  -0.0092  0.0026
Si  1.349  9.5448  4.007  -0.0135  0.012  0.0019
Si  4.0431  6.8116  4.0425  -0.0214  0.0296  -0.0111
Si  6.7647  4.1217  4.0487  0.0037  -0.0104  0.0021
Si  9.6008  1.3586  4.1781  0.0114  -0.0191  0.0106
Si  6.7678  9.4793  4.2136  -0.0066  0.008  0.0068
Si  9.4943  6.7901  4.0655  -0.0203  0.0075  -0.007
Si  0.055  -0.0178  5.4816  -0.0077  0.0031  0.0067
Si  2.7151  2.7329  5.4574  -0.0013  -0.0009  0.0006
Si  -0.0207  5.4295  5.4216  0.0092  0.0104  0.0066
Si  2.7028  8.1846  5.3969  -0.001  -0.0105  0.008
Si  5.3979  0.0254  5.4552  -0.0014  -0.0082  0.0069
Si  8.1548  2.7483  5.4159  -0.0051  -0.0063  0.0015
Si  5.4233  5.4738  5.4257  -0.0094  0.0081  -0.0105
Si  8.1643  8.1183  5.4998  0.0063  0.0166  0.004
Si  1.384  1.357  6.842  -0.0072  -0.0263  0.0022
Si  4.0876  4.1019  6.7932  0.0031  0.0121  -0.0025
Si  1.355  6.8114  6.7622  0.0096  0.0084  -0.0049
Si  4.055  9.526  6.8056  -0.0036  0.0012  -0.0054
Si  6.804  1.3769  6.7816  0.0034  0.0011  -0.0014
Si  9.513  4.0804  6.8079  -0.0078  -0.0187  -0.0091
Si  6.7884  6.7779  6.8431  0.0025  0.0028  -0.0075
Si  9.5425  9.519  6.8073  0.0116  -0.0016  -0.0044
Si  -0.0121  2.7139  8.1796  0.002  -0.0043  -0.0003
Si  2.7293  -0.0101  8.1989  0.0101  0.0122  0.0061
Si  0.0286  8.1696  8.1478  -0.0221  -0.0077  -0.0041
Si  2.7146  5.4562  8.1473  0.004  0.0032  -0.002
Si  5.4604  2.7436  8.1409  0.0036  -0.0049  0.0018
Si  8.1718  0.0075  8.1446  -0.0006  -0.0069  0.0055
Si  5.4296  8.1671  8.178  0.0103  0.0054  -0.0014
Si  8.1615  5.4225  8.1909  -0.0085  0.004  0.0005
Si  1.3672  4.0874  9.5199  -0.0128  -0.0068  -0.0075
Si  4.1085  1.3862  9.4932  0.0096  -0.021  0.0071
Si  1.3661  9.5097  9.5546  0.0103  0.0005  0.0118
Si  4.0694  6.7951  9.5432  0.0008  0.0047  -0.0016
Si  6.8099  4.054  9.5546  0.0158  0.0011  0.0119
Si  9.524  1.339  9.5509  -0.0019  0.008  0.0038
Si  6.818  9.5376  9.5123  -0.0014  -0.0029  0.0034
Si  9.5632  6.8071  9.4821  0.007  0.0157  0.0015
Si  0.0133  -0.0159  10.9228  -0.0004  -0.0081  -0.0092
Si  2.7417  2.7147  10.8671  -0.0035  0.001  0.0069
Si  0.0166  5.4698  10.8693  -0.0194  0.0021  -0.0045
Si  2.7243  8.1539  10.9316  -0.0103  0.0056  -0.0111
Si  5.4657  0.047  10.8507  0.0122  0.0033  0.0075
Si  8.1741  2.699  10.9318  -0.0099  -0.0149  -0.0105
Si  5.4295  5.4112  10.897  0.0081  -0.0076  -0.0041
Si  8.2241  8.1662  10.8314  -0.0047  -0.0006  -0.0035
Si  1.4069  1.3591  12.2501  -0.0212  -0.0099  0.0092
Si  4.0667  4.0418  12.2868  -0.004  0.0055  0.001
Si  1.3587  6.7761  12.3039  0.0088  -0.0062  -0.007
Si  4.1059  9.5936  12.1935  0.0029  -0.0224  0.0009
Si  6.7928  1.3445  12.3027  0.008  -0.0101  0.007
Si  9.5665  4.1039  12.2199  0.013  -0.0099  0.0036
Si  6.8749  6.7826  12.1415  -0.0089  0.0041  -0.0088
Si  9.5508  9.4835  12.275  -0.0167  -0.0145  0.0041
Si  0.0942  2.7983  13.5716  0.0111  0.0088  -0.0094
Si  2.7514  -0.0056  13.6458  0.0188  0.0193  -0.013
Si  -0.0016  8.1196  13.6909  -0.0156  -0.001  -0.0031
Si  2.7173  5.3985  13.6696  -0.0183  -0.0092  -0.0127
Si  5.3937  2.6755  13.6916  0.0158  -0.0091  -0.0079
Si  8.1902  -0.0357  13.6175  -0.0102  0.0073  -0.0174
Si  5.5745  8.2384  13.3956  0.0135  0.0181  -0.01
Si  8.1562  5.4121  13.5665  0.0146  0.0101  -0.0315
Si  1.4233  4.0315  15.1617  0.0144  0.0059  0.0081
Si  4.0826  1.3102  15.1365  0.0026  -0.0091  -0.003
Si  1.3906  9.4976  15.0158  0.0092  0.0001  0
Si  4.2179  6.8946  14.6613  0.0132  -0.0027  0.0062
Si  6.7752  4.0755  14.9621  -0.001  -0.0007  0.0059
Si  9.5714  1.4245  14.8106  0.0022  -0.0131  -0.0027
Si  6.8581  9.4474  14.9633  0.0072  0.0018  0.0022
Si  9.509  6.6965  15.0022  0.0027  0.0134  0.0138
Si  0.2078  0.3013  16.1482  0.0558  0.0539  -0.0705
Si  2.5106  2.3949  16.5817  0.0097  0.0126  -0.1301
Si  -0.3449  5.0595  16.3512  -0.0218  -0.0075  -0.0971
Si  3.0982  8.304  16.1169  0.0011  0.0622  -0.0873
Si  5.2666  -0.3753  16.3073  -0.0124  0.0045  -0.1111
Si  8.3266  2.8386  16.2073  0.0301  0.05  -0.059
Si  5.6256  5.7609  16.1228  0.0312  -0.0206  -0.085
Si  7.9374  7.8286  16.3165  -0.0131  -0.0143  -0.1392
Si  -8.4518  24.0295  21.8726  0.02  0.0389  -0.154
Si  5.934  30.531  22.5436  -0.0215  -0.0007  -0.1354
Si  7.2364  26.3127  25.6619  0.006  0.005  0.0667
Si  12.2738  9.852  30.922  -0.0034  0.0097  0.1911
Si  11.4132  30.6124  22.6607  -0.0295  0.0031  -0.1657
Si  27.5192  11.2862  29.0322  -0.0408  0.0336  0.2338
Si  30.5765  11.4662  20.3503  -0.0532  -0.0221  -0.1913
Si  24.8225  23.204  30.1987  -0.0078  0.0392  0.2544
Si  -5.6227  38.8491  23.9723  -0.0252  -0.0265  -0.0499
Si  17.5554  30.8953  27.3169  -0.0189  -0.0203  0.1345
Si  19.5192  -0.8279  22.9637  -0.0023  0.0467  -0.1038
Si  0.4488  6.2397  24.1707  -0.0022  0.005  -0.0362
Si  14.7693  4.8339  21.7128  -0.0089  -0.0305  -0.1334
Si  -3.3409  17.0182  28.173  0.0078  -0.0119  0.2025
Si  11.6842  27.1287  19.2264  -0.0076  0.0076  -0.2131
Si  26.722  10.3823  25.0081  0.05  -0.0016  0.0079
Si  14.4299  6.156  18.1673  0.0064  -0.0265  -0.2015
Si  2.2444  21.8836  24.0158  0.0088  0.0331  -0.0458
Si  32.8415  -2.8038  26.2287  -0.0141  -0.0226  0.1333
Si  14.7922  18.5086  20.5311  -0.0197  -0.0381  -0.1972
Si  25.7674  13.7305  19.4152  -0.0022  -0.0333  -0.2858
Si  -1.8013  21.3541  25.9077  -0.0431  -0.0268  0.0394
Si  -12.0116  9.4292  18.2808  -0.0411  0.0074  -0.1642
Si  17.4931  1.369  18.4732  -0.0553  0.007  -0.175
Si  -1.5552  39.4175  30.7498  -0.022  -0.0008  0.2247
Si  -16.482  2.1082  26.3904  -0.0287  -0.016  0.1092
Si  6.371  12.9604  31.0703  0.0008  -0.0004  0.1925
Si  13.2837  2.8417  27.4486  0.0316  -0.0161  0.1653
Si  21.3944  -18.9049  20.9383  0.046  0.0274  -0.1712
Si  31.3617  14.7164  23.6289  -0.0015  -0.0217  -0.0771
Si  2.8622  16.5359  28.4054  0.0184  -0.0214  0.1914
Si  2.7742  -4.1319  25.645  0.0466  -0.0354  0.0969
Si  11.6297  40.4729  29.1311  0.0093  0.039  0.2133
Si  11.8864  8.1988  19.9044  -0.0111  -0.0341  -0.1841
Si  -5.4951  4.7771  30.0234  0.0209  0.02  0.2315
Si  0.0982  1.7413  25.5709  0.0317  0.0228  0.0636
O  10.447  13.7199  -8.3885  0.0014  -0.0044  0.0017
O  14.3503  -15.4581  -5.8755  -0.0197  0.039  -0.1018
O  22.69  -3.5564  -9.8481  0.015  -0.0107  0.022
O  7.6512  2.1286  -15.4211  -0.0205  -0.0494  0.1152
O  15.2385  22.3189  -3.0837  0.0654  -0.0358  -0.0961
O  -8.9763  17.6017  -3.7865  0.014  -0.0195  -0.0846
O  9.8991  5.55  -1.2373  -0.0625  0.0371  -0.1312
O  5.6756  1.2952  -5.2091  -0.0019  0.0448  -0.1144
O  15.8297  15.85  -9.9845  0.0284  0.0206  0.0458
O  5.5249  3.1752  -2.6919  -0.0201  0.013  -0.0893
O  -1.1211  12.7069  -12.9682  0.0207  0.0135  0.0869
O  12.1132  4.1358  -0.5779  -0.0268  0.0052  -0.0475
O  -11.1167  7.5695  -2.5468  0.0396  0.0084  -0.1049
O  14.6659  24.4814  -6.3461  0.0295  0.0108  -0.0563
O  12.1626  9.3148  -3.5267  -0.0211  -0.0374  -0.1206
O  -4.4959  3.255  26.1598  0.0052  0.0089  -0.0328
O  10.399  6.9504  25.2916  -0.0034  0.0027  0.0054
O  2.8873  23.0347  23.0607  -0.0155  -0.0512  0.0784
O  11.2533  30.831  21.0851  -0.0054  0.0313  0.12
O  4.3798  25.961  20.2915  0.0086  0.0649  0.1189
O  -1.4581  3.9206  16.7279  -0.0003  -0.0154  0.0494
O  25.7481  6.9614  24.5864  -0.0132  0.0188  -0.0021
O  -18.673  24.3778  31.3322  -0.0011  -0.0564  -0.1455
O  17.8029  0.9974  29.9868  -0.015  -0.0335  -0.0853
O  10.0529  -0.2554  17.2591  -0.0427  -0.049  0.1123
O  35.1729  34.6519  28.8038  -0.0352  0.0496  -0.1486
O  8.0399  5.2215  26.9111  0.0034  -0.0256  -0.0799
O  12.686  18.939  25.9395  0.0126  0.0134  -0.0306
O  17.6664  9.6728  32.4857  0.0075  0.0025  -0.0734
O  16.9114  9.7432  28.6691  0.0226  -0.0373  -0.089
O  15.0147  9.4169  16.7517  0.0063  -0.0028  0.0529
O  17.0034  18.1896  23.1982  -0.0029  -0.0078  0.0285
O  15.8667  -2.2958  21.2378  0.0495  0.027  0.0871
O  0.5848  6.6562  20.1385  0.014  0.0086  0.0751
O  3.9733  17.818  32.515  -0.031  0.0114  -0.0537
O  2.0643  15.2457  27.8817  -0.0155  -0.0062  -0.0534
O  -16.1766  20.2517  26.1047  -0.0194  0.0137  -0.0365
O  13.5811  7.2427  17.2976  -0.0207  -0.0284  0.1286
O  5.2828  20.7308  23.5317  -0.0152  0.014  0.0242
O  16.6475  16.3221  31.4546  0.0147  -0.0305  -0.1861
O  -0.5169  -1.4037  25.9168  0.0013  0.0054  -0.0265
O  -2.5894  10.5459  24.4769  0.0137  0.0089  0.0222
O  20.0801  20.9681  19.6277  0.0045  0.0368  0.1049
O  6.7595  6.7685  16.7758  0.0135  0.0046  0.0717
O  8.2066  25.9162  24.4199  0.0097  -0.0004  -0.008
O  19.5484  19.3116  17.658  0.0558  0.0283  0.1186
O  14.2158  21.3655  25.1009  -0.0057  -0.0019  0.0178
O  9.9423  30.9393  23.2041  -0.001  -0.0078  0.044
O  5.4361  22.8074  25.1876  0.0038  -0.0141  -0.0259
O  13.28  5.271  18.8958  -0.029  -0.0177  0.0895
O  18.4192  2.8679  31.8601  -0.0364  0.0093  -0.122
O  21.8353  5.6141  17.8203  0.0187  -0.0125  0.1524
O  8.9082  54.847  21.9572  0.0038  -0.0281  0.1048
O  1.0935  13.2557  26.6516  -0.0581  -0.0134  -0.065
O  10.8885  20.9902  31.7218  0.0373  -0.0192  -0.0911
O  4.5159  17.8304  19.1955  0.0026  0.0302  0.1189
O  -4.8846  10.9794  17.6853  0.0364  0.0183  0.1107
O  0.9307  11.5454  24.7386  -0.008  -0.0108  0.0003
O  25.6939  5.1641  29.5166  -0.0497  0.0259  -0.0854
O  1.7638  16.5538  24.9546  -0.015  0.003  -0.0004
O  2.3031  8.7879  31.7104  -0.0438  0.0276  -0.1093
O  4.5514  16.1372  17.2713  -0.037  0.0077  0.1437
O  7.3067  11.8124  19.8488  0.0565  -0.0173  0.1184
O  12.1914  1.3058  16.8532  -0.0245  -0.0376  0.0389
O  -7.6442  23.6677  20.5031  -0.0586  -0.0118  0.1236
O  24.8312  24.6229  18.0617  0.0224  0.0106  0.1667
O  9.7003  22.8085  26.2663  -0.0008  -0.0003  -0.0188
O  29.2108  9.2512  22.2367  0.0114  -0.006  0.0467
O  8.6479  17.1665  29.3633  -0.045  -0.0113  -0.1408
O  16.2925  24.1146  18.8722  -0.0106  0.0095  0.0736
O  23.5255  31.5311  23.131  -0.0032  -0.0056  0.0294
O  -0.4125  5.1471  23.4235  -0.0001  0.0064  0.0166
O  0.8479  -8.7843  21.658  -0.0005  -0.0142  0.0499
O  3.4328  -4.5075  21.4794  0.0031  -0.0095  0.0613
O  0.3092  8.7094  18.5348  0.0278  -0.0135  0.101
O  13.6099  -17.9554  22.229  -0.0053  0.0208  0.0271
O  31.2127  3.3136  22.0909  -0.0274  0.0227  0.0949
O  17.0394  38.283  25.174  -0.0058  0.0196  -0.0134
O  8.0193  20.8407  26.9957  0.0332  0.0154  -0.0364
O  11.1217  4.07  20.024  -0.0423  -0.0562  0.0977
O  9.4755  1.3022  32.5523  -0.0003  -0.0004  -0.0588
O  27.2502  12.072  32.1201  0.0147  0.0588  -0.1882
O  -2.5332  7.7292  31.5906  0.044  -0.0519  -0.1389
O  7.0367  -14.2055  27.6079  -0.0029  0.0484  -0.0574
O  17.2356  5.3074  28.8583  0.0379  0.0171  -0.112
O  -0.0939  18.6075  27.7689  -0.0161  0.0002  -0.1341
O  2.0254  0.4184  30.8938  0.0193  0.0122  -0.0939
O  2.5948  -2.4657  20.0188  0.0197  0.0154  0.0614

Results
free energy: -57356.318 eV
free energy less fixed offsets of O -463.61, Si -117.95 eV per atom: -45.638 eV
pressure: 0.25 GPa
stress xx, yy, zz, yz, xz, xy (GPa, positive in tension): -0.13, -0.56, -0.05, -0.11, 0.39, -0.21
